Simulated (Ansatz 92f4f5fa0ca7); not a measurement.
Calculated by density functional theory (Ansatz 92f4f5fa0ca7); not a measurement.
Periodic cell of 237 atoms, Si146O90B1, from a study of silicon, its oxide and their interface. The atomic structure is a simulated model.
Doubt: the cutoff is far below the 930 eV that the study's wrapper takes by default for these files, so forces and energies are approximate.
This geometry differs little from another in the collection (a relaxation step or a small displacement).

Settings
functional: PBE
potential files: Ansatz PAW
basis: plane waves
wave-function cutoff: 580 eV
density cutoff ratio: 5
exchange-correlation grid ratio: 1
k mesh: 1 x 1 x 1, Gamma-centred
self-consistency stop: 5e-08 eV per atom in the density residual
occupations: fixed
spin: none
net charge: -1 e, with a uniform compensating background and no finite-size correction

Cell vectors (angstrom)
a  11.6015  0  0
b  0  10.938  0
c  0  0  32.0622

Atoms: element, x, y, z (angstrom)
Si  -0.1806  -0.0503  23.2379
Si  3.6554  0.217  23.1006
Si  7.5544  -0.1342  23.4392
Si  1.686  1.4178  23.3868
Si  5.7312  1.4008  23.1785
Si  9.4419  1.2308  23.3451
Si  0.1767  5.3252  23.4414
Si  4.1461  5.301  23.4055
Si  8.0608  5.5953  23.5673
Si  2.1841  6.5859  23.3729
Si  6.0091  6.7576  23.4621
Si  10.0221  6.873  23.6216
Si  1.91  2.6807  25.3748
Si  5.8416  2.6453  25.2509
Si  9.6516  2.6713  25.2636
Si  11.6044  4.0193  25.3776
Si  3.9109  3.9743  25.3309
Si  7.7619  4.0699  25.3486
Si  1.9723  8.164  25.1848
Si  5.7783  8.1775  25.3368
Si  9.7221  8.2787  25.4472
Si  11.6433  9.5889  25.2523
Si  3.8646  9.6011  25.068
Si  7.6953  9.5265  25.4066
Si  11.6607  -0.0073  27.2131
Si  3.9087  -0.0487  27.1214
Si  7.7691  -0.0216  27.2955
Si  1.9935  1.3237  27.2783
Si  5.8406  1.3217  27.2051
Si  9.7058  1.331  27.2157
Si  11.5952  5.4769  27.2366
Si  3.8539  5.4286  27.2182
Si  7.723  5.4643  27.2621
Si  1.9412  6.8313  27.1665
Si  5.7685  6.8059  27.2565
Si  9.6616  6.8284  27.3018
Si  1.9513  2.7274  29.1873
Si  5.8035  2.7259  29.1289
Si  9.6846  2.7307  29.1463
Si  0.0176  4.1019  29.1646
Si  3.8725  4.0987  29.1761
Si  7.7402  4.0952  29.1871
Si  1.948  8.1882  29.1205
Si  5.8031  8.1837  29.1813
Si  9.6794  8.1933  29.2285
Si  0.0149  9.5582  29.1533
Si  3.8807  9.5608  29.1117
Si  7.7423  9.5474  29.2145
Si  0.0064  0.0023  31.0959
Si  3.8669  0.0068  31.0698
Si  7.7347  0.0089  31.1213
Si  1.9352  1.374  31.1222
Si  5.8016  1.3737  31.0703
Si  9.6724  1.3685  31.0936
Si  0.0164  5.4691  31.1032
Si  3.877  5.4766  31.1107
Si  7.7461  5.4673  31.1328
Si  1.9455  6.8444  31.0751
Si  5.8107  6.8366  31.1219
Si  9.6841  6.8308  31.1588
Si  1.9368  2.7496  0.9986
Si  5.8012  2.7468  0.9397
Si  9.6705  2.7357  0.9765
Si  -0.0066  4.1099  0.9751
Si  3.8715  4.1169  0.99
Si  7.7428  4.113  1.0131
Si  1.9349  8.2218  0.9474
Si  5.7992  8.2321  0.976
Si  9.6716  8.2252  1.0229
Si  0.0014  9.5972  0.9911
Si  3.8637  9.5991  0.9738
Si  7.7399  9.5874  0.9986
Si  11.6128  0.0363  2.9361
Si  3.8604  0.0207  2.943
Si  7.7442  0.0264  2.9227
Si  1.9393  1.4041  2.944
Si  5.8132  1.3721  2.8528
Si  9.6639  1.3938  2.933
Si  11.5705  5.5074  2.8861
Si  3.8803  5.4962  2.9267
Si  7.7364  5.5231  2.9398
Si  1.9203  6.8259  2.8566
Si  5.8084  6.8695  2.9014
Si  9.6636  6.9064  2.9921
Si  1.9093  2.8308  4.8432
Si  5.8323  2.7368  4.7604
Si  9.5901  2.8221  4.834
Si  11.544  4.1462  4.8051
Si  3.9117  4.1103  4.8536
Si  7.7075  4.2258  4.9133
Si  1.8958  8.1371  4.8022
Si  5.8136  8.2548  4.8131
Si  9.6672  8.3169  4.9409
Si  11.6425  9.6437  4.8962
Si  3.8228  9.4849  4.8292
Si  7.7255  9.6758  4.9087
Si  11.5809  0.2337  6.7709
Si  3.7602  -0.0506  6.7054
Si  7.7115  0.0614  6.9275
Si  2.045  1.4958  6.7808
Si  5.7124  1.2852  6.6362
Si  9.6413  1.5289  6.8106
Si  11.5344  5.4901  6.7456
Si  3.9802  5.4447  6.8327
Si  7.7421  5.6723  6.886
Si  1.9741  6.6605  6.6792
Si  5.8195  6.983  6.7878
Si  9.7642  7.0345  6.9539
O  10.0107  7.9593  8.3351
O  7.658  9.9482  8.2378
O  7.4137  4.7481  8.2274
O  3.4048  10.4165  8.2775
O  2.024  7.6628  7.9836
O  4.0035  4.5902  8.2798
O  9.7887  2.4321  8.2032
O  2.6074  2.3602  8.1173
O  11.3893  4.5465  8.0975
O  5.3572  2.3935  7.8141
O  5.8199  8.0062  8.1072
O  11.1607  10.3567  8.1338
O  11.3469  10.0482  21.7903
O  3.1729  10.7239  21.5409
O  5.9201  7.6699  22.0762
O  4.2242  4.4492  21.961
O  7.6851  9.6957  22.1816
O  10.2686  7.6971  22.2084
O  1.6328  2.4452  22.0808
O  5.9367  2.4375  21.877
O  8.4772  4.7591  22.1957
O  -0.059  4.472  22.0189
O  2.4228  7.3551  21.9315
O  9.0739  1.9352  21.8885
Si  1.9008  7.8484  9.5872
Si  5.0505  0.4949  17.6875
Si  2.4547  5.4536  13.9764
Si  10.5654  3.8897  14.0545
Si  8.275  2.4438  15.2869
Si  9.5098  2.2576  20.3489
Si  10.526  3.598  9.1027
Si  -0.0003  2.2555  11.5957
B  11.0046  8.0578  15.2575
Si  5.1317  6.9258  13.9519
Si  5.7017  2.6193  11.1743
Si  8.5991  7.743  19.3167
Si  8.1226  4.8942  20.6115
Si  5.8516  9.5648  15.2191
Si  2.138  7.5814  20.3419
Si  1.9087  4.9108  18.6993
Si  4.5015  3.4365  18.001
Si  8.6478  8.9049  16.6353
Si  0.7585  9.3684  13.395
Si  9.882  10.6283  11.7667
Si  5.3492  3.7145  21.0149
Si  0.5083  5.7233  16.1689
Si  10.7523  9.1787  9.1728
Si  6.5955  8.9024  21.2486
Si  7.1923  7.134  11.5444
Si  2.6146  0.6444  12.3215
Si  10.9021  8.6489  21.0473
Si  6.0131  4.3333  15.6187
Si  7.0721  0.4854  13.0339
Si  4.0557  2.9782  8.613
Si  0.8362  6.7163  11.8366
Si  6.5866  9.0535  9.1181
Si  0.6505  3.3024  21.1021
Si  9.8719  6.5211  12.9025
Si  7.7333  4.5248  9.8168
Si  3.948  10.0691  20.2418
Si  4.1874  3.014  13.5991
Si  3.872  10.0244  9.8091
Si  8.1427  0.7158  17.9836
O  11.4751  3.1946  12.8997
O  9.3516  4.3859  9.9203
O  8.8347  3.6535  19.8565
O  4.0347  -0.0456  18.8548
O  11.3856  4.5597  15.274
O  9.8136  9.776  10.3544
O  3.6785  1.5116  13.2201
O  0.5456  8.9293  14.9196
O  6.5461  0.6338  18.3444
O  4.7498  3.1964  19.6062
O  6.2283  1.2087  11.8195
O  0.5751  8.7651  9.8267
O  5.6311  4.3401  17.2236
O  8.4961  7.2674  12.4777
O  4.3909  2.5925  10.16
O  2.0046  5.8681  15.4793
O  3.3899  0.03  11.0182
O  5.9216  7.2386  12.551
O  2.4076  6.2997  19.3991
O  0.6655  5.1309  17.6991
O  8.3726  10.6737  12.3905
O  5.4949  10.0709  9.7581
O  0.5881  8.0515  20.255
O  9.769  2.6466  14.7319
O  1.9685  10.4788  13.3054
O  9.8629  8.8726  15.6305
O  6.1138  10.3547  13.807
O  7.486  1.5649  14.1748
O  1.5468  3.9209  19.93
O  5.8368  5.7865  14.9041
O  7.2326  8.9859  15.8267
O  1.4485  1.5508  11.6581
O  7.245  8.2775  10.3742
O  4.4475  1.9601  17.3174
O  6.9784  3.1891  10.3394
O  11.3531  7.1205  16.3246
O  8.7417  10.2203  17.5979
O  3.2839  8.5337  10.0922
O  7.5693  3.9028  15.4633
O  3.1008  4.2261  17.842
O  2.8637  3.8868  13.8731
O  1.2856  8.1701  12.4022
O  1.2634  5.5711  12.8888
O  4.9261  8.2833  14.8292
O  11.1371  2.3546  20.3817
O  10.9725  9.9877  12.7591
O  5.1632  3.5714  12.3897
O  5.0982  3.1543  14.9392
O  6.4921  4.8034  20.5802
O  8.3287  1.7519  16.752
O  10.3388  1.2286  11.4593
O  10.8395  6.5401  11.556
O  3.2082  8.6893  19.8437
O  1.6499  6.4743  10.4178
O  7.1911  8.3668  19.8545
O  8.5765  7.6456  17.7063
O  3.6795  6.3943  13.4903
O  9.5587  4.9626  13.3308
O  5.447  9.9594  20.8583
O  10.6644  7.2811  14.0357
O  8.7089  6.2429  19.9496
O  7.1694  5.7247  10.7331
O  5.0924  10.498  16.346
O  8.9831  1.14  19.3164
O  11.6032  3.0762  10.1823
O  9.7669  8.7363  19.8956

Results
free energy: -144145.719 eV
free energy less fixed offsets of B -154.04, O -568.88, Si -635.61 eV per atom: 6.581 eV

Forces (eV/angstrom), in the order of the atoms: element, x, y, z
Si  -0.001  0.0003  0.0011
Si  -0.0022  0.0005  -0.0032
Si  -0.001  0.0006  0.0002
Si  0.0008  0.0001  -0.0013
Si  0.0007  0.0008  0.0003
Si  -0.0002  0.0007  -0.0014
Si  -0.0012  -0.0005  -0.0025
Si  -0.0015  -0.0002  -0.001
Si  0.0006  -0.0001  0.0007
Si  0.0011  0.0001  0
Si  0.0001  -0.0009  -0.0006
Si  -0.0012  -0.001  0.0003
Si  0.0001  0.0002  0.0009
Si  -0.0008  0.0003  0.0012
Si  -0.0009  -0.0005  -0.001
Si  -0.0003  -0.0002  0.0005
Si  -0.0004  0.0003  0.0001
Si  -0.0004  0.0011  0.0006
Si  -0.0002  -0.0006  0.0015
Si  0.0006  0.0001  0.0012
Si  0.0005  -0.0003  0.0001
Si  0.0007  0.0001  0.0015
Si  0.0013  0.0007  -0.0015
Si  0.0002  0.0001  0.0008
Si  0  0.0003  -0.0004
Si  0.0001  0.0005  -0.0007
Si  0.0002  0.0004  0.0009
Si  -0.0009  -0.0006  0.001
Si  -0.0006  -0.0004  -0.0005
Si  -0.0004  -0.0003  0
Si  -0.0006  -0.0005  -0.0002
Si  0  -0.0007  0.0007
Si  -0.0008  -0.0005  0.0002
Si  0.0002  -0.0002  0.0003
Si  0  0.001  0.0004
Si  0.0002  0.0008  0.0006
Si  -0.001  -0.0003  -0.0011
Si  0.0003  0.0002  0.0005
Si  -0.0004  -0.0003  0.0004
Si  0.0001  -0.0003  0.0002
Si  0.0006  0.0007  0.0007
Si  0.0004  0.0003  -0.0004
Si  -0.0003  0.0001  0.0006
Si  0.0007  -0.0002  -0.0009
Si  -0.0002  -0.0007  -0.0009
Si  -0.0002  0.0008  0.0003
Si  -0.0008  0.0008  0.0017
Si  -0.001  0.0006  -0.001
Si  -0.0002  -0.0014  -0.0004
Si  -0.0001  -0.0019  -0.0006
Si  0.0001  -0.0004  0.0002
Si  0.0001  0.0003  0.0011
Si  -0.0001  0.0002  0
Si  0  0.001  -0.0004
Si  -0.0002  0  -0.0004
Si  -0.0003  -0.0008  0.0003
Si  -0.0001  -0.0005  -0.0004
Si  -0.0002  0.0005  0.0002
Si  -0.0004  -0.0005  0.0008
Si  -0.0003  0.0005  0.0001
Si  -0.0006  -0.0002  0
Si  0.0003  0.0003  0.001
Si  -0.0005  -0.0005  0
Si  0.0003  0.0005  0.0002
Si  -0.0002  0.0008  -0.0002
Si  -0.0005  0.0003  -0.001
Si  0.0001  -0.0005  0.0004
Si  -0.0004  -0.0001  0.0007
Si  0.0005  -0.0009  -0.001
Si  0.0007  0.0003  -0.0005
Si  -0.0001  0.0006  -0.0001
Si  -0.0005  0.0004  0
Si  -0.0005  0.0005  -0.0004
Si  -0.0001  0.0007  0.0003
Si  -0.0002  0.0004  0.0004
Si  0  0.0002  -0.0007
Si  0  -0.0002  -0.0004
Si  -0.0004  0.0002  0
Si  0  -0.0006  0.0001
Si  -0.0001  0.0003  0.0004
Si  0.0001  -0.0009  0.0005
Si  0.0001  0.0012  0.0001
Si  -0.0005  0.001  -0.0001
Si  0.0002  0  -0.0007
Si  0.0016  0.0009  -0.0009
Si  0.0009  -0.0001  -0.0011
Si  0.0004  0.0003  -0.0013
Si  0.0013  -0.0001  -0.0001
Si  0.0003  0.0003  -0.0011
Si  0.0013  -0.001  0.0001
Si  -0.0021  -0.0003  0.0017
Si  -0.0012  -0.0001  0.0004
Si  -0.0003  -0.0002  -0.002
Si  -0.0019  0.0006  -0.0024
Si  -0.0004  0.0003  -0.0021
Si  -0.001  0.0003  -0.0005
Si  0.0026  0.0034  -0.0081
Si  -0.001  -0.0004  0.0034
Si  -0.0018  0.0007  0.0002
Si  -0.0019  -0.0003  -0.0002
Si  0.0002  0.0001  0.0002
Si  -0.0034  -0.0009  0.0019
Si  -0.001  -0.0001  0.0007
Si  -0.0011  -0.0003  -0.002
Si  -0.0003  -0.0001  0.0006
Si  0.0003  -0.0028  0.001
Si  -0.0004  -0.0001  0.0033
Si  -0.0004  -0.0006  -0.0001
O  -0.0059  -0.0091  -0.0043
O  0.0036  0.0046  -0.0032
O  -0.0008  -0.0006  -0.0073
O  0.0005  0.0016  -0.0069
O  0.0008  0.0005  -0.0012
O  0.0001  0.0011  0.0001
O  -0.0026  -0.0079  -0.0036
O  -0.0023  -0.0015  0.0011
O  0.0013  0.0041  -0.0038
O  0.0025  -0.0028  -0.002
O  -0.002  -0.0049  -0.0037
O  0.0099  0.011  -0.0022
O  0.0002  0.0017  -0.0004
O  0.0007  0.0024  0.0039
O  -0.0032  -0.0028  0.0039
O  -0.0009  0.0012  0.0005
O  0.0008  0.0015  0.0006
O  -0.0011  -0.0019  0.002
O  0.0025  -0.003  0.0038
O  0.0006  -0.0029  0.0023
O  -0.0008  0.0008  0.0011
O  0.0007  0.0013  0.001
O  -0.0013  0.0002  -0.0004
O  -0.0012  -0.0044  0.0038
Si  -0.0003  -0.0041  0.0007
Si  0.0129  0.006  -0.0018
Si  0.0026  -0.0013  -0.0035
Si  -0.0018  -0.0054  -0.0005
Si  0.003  0.0066  0.0027
Si  0.0025  -0.0026  -0.0032
Si  0.0012  0.0021  0.0067
Si  0.0013  0.002  0.0023
B  -0.0125  -0.0007  -0.0031
Si  0.0029  0.0005  0.0018
Si  0.002  -0.0033  0.0028
Si  0.001  0.0019  0.003
Si  -0.0004  -0.0022  0.0009
Si  0.0034  -0.0012  -0.0012
Si  0.0039  0.0012  -0.0018
Si  0.0008  -0.0029  -0.0012
Si  0.0038  -0.0011  -0.0043
Si  0.027  0.0335  -0.0166
Si  0.0015  -0.0005  0.0009
Si  -0.0038  0.001  -0.002
Si  -0.0006  -0.0007  -0.007
Si  -0.0002  -0.0059  -0.0013
Si  -0.0115  -0.0016  0.0094
Si  0.0006  0.0015  -0.003
Si  -0.0004  -0.001  0.0054
Si  0  0.0032  0.0018
Si  -0.0004  -0.0003  -0.0032
Si  0.0013  -0.0023  0.0001
Si  0.0019  0.0004  -0.0015
Si  -0.0001  0.0027  0.0047
Si  -0.0035  0.004  -0.002
Si  -0.0003  -0.0009  0.0057
Si  -0.001  0.0021  -0.0003
Si  0.0052  0.0008  0.0021
Si  -0.0011  0.0017  0.0045
Si  -0.0016  -0.0005  -0.0051
Si  -0.0002  0.0003  0.0005
Si  0.0012  0.0031  0.0031
Si  -0.004  -0.0304  -0.0185
O  0.0001  -0.0016  -0.0041
O  0.0014  -0.0002  0.0002
O  -0.0042  0.0045  -0.002
O  0.0019  -0.0004  0.0011
O  0.0015  0.0033  0.0006
O  -0.0008  -0.0003  -0.0002
O  -0.0012  -0.0025  -0.0017
O  -0.007  -0.0029  -0.0024
O  0.0114  -0.0049  -0.0202
O  0.0029  0.002  0.0088
O  -0.0023  0.0027  -0.0013
O  0.0061  -0.0034  0.0089
O  -0.0023  -0.0004  0.0007
O  -0.0052  0.0016  -0.0029
O  -0.004  0.0002  -0.0031
O  -0.0009  0.0017  0.0028
O  0.0012  -0.0026  -0.001
O  0.0042  0.0013  -0.0033
O  0.0011  0.0059  0.002
O  0.0013  0.0014  -0.0012
O  0.0018  -0.0013  0.001
O  0.001  -0.0007  0.0002
O  -0.0002  -0.0009  0.0006
O  -0.0008  0.0031  0.003
O  0.0013  0.001  0.0015
O  -0.0345  -0.0108  0.0272
O  -0.0017  -0.0036  0.005
O  -0.0032  -0.0024  -0.0064
O  0.0005  0.0001  -0.0002
O  0.0013  -0.0003  -0.0003
O  0.0136  0.0051  0.0116
O  -0.0015  0.002  0.0019
O  -0.0011  0.004  -0.0018
O  0.0075  -0.0108  0.002
O  0.0019  0.0007  0.0002
O  -0.0019  0.0046  -0.0026
O  -0.0232  0.0196  -0.0197
O  0.0045  0.0008  0.0038
O  0.0028  -0.0025  0.0004
O  -0.0033  0.0028  0.0001
O  0.0005  0.0002  0.0017
O  0.0025  -0.0024  -0.0004
O  0.0016  -0.0009  0.0018
O  0.0039  0.0038  0.0033
O  0.0009  -0.0004  -0.0026
O  0.0004  -0.0004  0.0018
O  0.0003  0.0006  -0.0002
O  0.0015  0.0013  -0.0012
O  -0.0007  0.0004  -0.0001
O  -0.0068  -0.0193  0.0194
O  0.0011  0.0023  0.0018
O  0.0035  0.0011  0.0021
O  -0.0043  -0.0029  0.0014
O  0.0013  -0.0034  0.0008
O  -0.0017  -0.0014  -0.0003
O  0.0024  0.002  -0.0011
O  -0.0035  -0.0003  0.0002
O  0.0037  0.0006  0.0025
O  0.0002  0.0016  0
O  -0.0039  0.0068  0.0145
O  -0.0002  -0.0004  -0.0013
O  -0.0008  -0.0032  -0.0014
O  0.0013  0.006  0.0073
O  -0.0004  -0.0033  -0.0013
O  -0.0008  0.0006  0.0006
O  0.0028  0.0002  -0.0004

The program warned: the cutoff lies below the one the program advises for these potential files; the forces do not sum to zero within the program's tolerance; the exchange-correlation potential is rough where the density is thin.
